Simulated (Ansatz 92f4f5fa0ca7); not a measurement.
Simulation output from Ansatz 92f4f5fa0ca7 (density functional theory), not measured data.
Periodic cell of 237 atoms, Si146O90As1, from a study of silicon, its oxide and their interface. The atomic structure is a simulated model.
Doubt: the cutoff is far below the 930 eV that the study's wrapper takes by default for these files, so forces and energies are approximate.
This geometry differs little from another in the collection (a relaxation step or a small displacement).

Settings
functional: PBE
potential files: Ansatz PAW
basis: plane waves
wave-function cutoff: 580 eV
density cutoff ratio: 5
exchange-correlation grid ratio: 1
k mesh: 1 x 1 x 1, Gamma-centred
self-consistency stop: 5e-08 eV per atom in the density residual
occupations: fixed
spin: none
net charge: +1 e, with a uniform compensating background and no finite-size correction

Cell vectors (angstrom)
a 11.6015 0 0
b 0 10.938 0
c 0 0 32.0622

Atoms: element, x, y, z (angstrom)
Si -0.2255 -0.0815 23.2699
Si 3.6983 0.1927 23.0928
Si 7.5512 -0.15 23.4391
Si 1.6892 1.3261 23.3509
Si 5.75 1.4028 23.171
Si 9.4288 1.2299 23.3468
Si 0.1563 5.3228 23.4293
Si 4.1117 5.2964 23.3664
Si 8.028 5.6055 23.5371
Si 2.1522 6.5878 23.351
Si 5.9647 6.7651 23.4749
Si 9.999 6.8713 23.6011
As 1.9072 2.6453 25.3847
Si 5.8476 2.635 25.2463
Si 9.6192 2.6667 25.2623
Si 11.5571 4.0421 25.3688
Si 3.9518 4.0171 25.3321
Si 7.7465 4.1017 25.3466
Si 1.9745 8.143 25.1822
Si 5.7785 8.1639 25.3607
Si 9.7095 8.2606 25.4395
Si 11.6417 9.5525 25.2583
Si 3.8668 9.58 25.0612
Si 7.6918 9.521 25.4104
Si 11.6346 -0.022 27.2052
Si 3.9156 -0.0605 27.1073
Si 7.7593 -0.027 27.2957
Si 1.9843 1.2723 27.3515
Si 5.8363 1.3236 27.2084
Si 9.6889 1.3322 27.2186
Si 11.5991 5.4707 27.2543
Si 3.8421 5.4288 27.2461
Si 7.7142 5.4577 27.2772
Si 1.9374 6.8311 27.1725
Si 5.7648 6.7992 27.2747
Si 9.6546 6.8135 27.2942
Si 1.9453 2.7364 29.211
Si 5.8006 2.7194 29.1355
Si 9.6771 2.7231 29.1532
Si 0.0059 4.0941 29.1758
Si 3.8737 4.0908 29.1913
Si 7.7355 4.0868 29.1938
Si 1.9414 8.1884 29.1257
Si 5.7937 8.1837 29.1903
Si 9.6763 8.1873 29.2194
Si 0.009 9.5546 29.1589
Si 3.8719 9.5597 29.1129
Si 7.7371 9.5417 29.211
Si 0.0004 -0.0011 31.0999
Si 3.8645 0.0043 31.068
Si 7.732 0.0018 31.1199
Si 1.9309 1.3627 31.1321
Si 5.7996 1.3665 31.0728
Si 9.6676 1.362 31.099
Si 0.0119 5.4723 31.1041
Si 3.8717 5.4798 31.1159
Si 7.7422 5.4689 31.1279
Si 1.9406 6.8437 31.0799
Si 5.8053 6.8348 31.1254
Si 9.6804 6.8299 31.1521
Si 1.9327 2.7551 0.9973
Si 5.7992 2.7509 0.9344
Si 9.6669 2.7377 0.9754
Si -0.0109 4.1097 0.9695
Si 3.8682 4.1178 0.9884
Si 7.7408 4.1138 1.0035
Si 1.9323 8.2196 0.9518
Si 5.7987 8.2303 0.9746
Si 9.6699 8.2239 1.0143
Si -0.0002 9.5913 0.9906
Si 3.8617 9.5922 0.9649
Si 7.7387 9.5818 0.9941
Si 11.6112 0.0401 2.927
Si 3.8585 0.0281 2.9179
Si 7.7431 0.028 2.9104
Si 1.9368 1.4051 2.9363
Si 5.8141 1.3708 2.8406
Si 9.6629 1.3909 2.9283
Si 11.5677 5.5087 2.8764
Si 3.8796 5.5019 2.9206
Si 7.7392 5.5198 2.9275
Si 1.9161 6.8271 2.8641
Si 5.8109 6.8666 2.8956
Si 9.6624 6.9054 2.9803
Si 1.9152 2.8384 4.8307
Si 5.8392 2.7301 4.7497
Si 9.6004 2.8039 4.8389
Si 11.544 4.1392 4.7858
Si 3.9211 4.1027 4.8316
Si 7.7188 4.2113 4.8906
Si 1.8894 8.1536 4.8049
Si 5.8106 8.2663 4.7941
Si 9.6637 8.3289 4.9187
Si 11.6351 9.6589 4.8914
Si 3.8199 9.4913 4.7919
Si 7.7237 9.6837 4.8957
Si 11.5968 0.2377 6.7824
Si 3.7547 -0.0484 6.6617
Si 7.7141 0.0634 6.9195
Si 2.0488 1.5077 6.767
Si 5.7133 1.2801 6.6278
Si 9.6461 1.5262 6.8374
Si 11.5276 5.503 6.7061
Si 3.9835 5.4383 6.7991
Si 7.74 5.677 6.8363
Si 1.9764 6.6466 6.6574
Si 5.8142 6.981 6.754
Si 9.7576 7.044 6.9219
O 10.0005 7.9742 8.3065
O 7.6654 9.9391 8.2236
O 7.4039 4.7377 8.1679
O 3.3749 10.3521 8.2086
O 2.0341 7.5619 8.0255
O 4.0011 4.5922 8.2522
O 9.7791 2.4542 8.2214
O 2.6137 2.346 8.1224
O 11.3896 4.5728 8.0703
O 5.3592 2.3813 7.8124
O 5.8184 7.9886 8.0864
O 11.3088 10.3169 8.1555
O 11.2716 10.08 21.7928
O 3.2088 10.7327 21.5243
O 5.7707 7.7553 22.153
O 4.2247 4.4319 21.9385
O 7.6734 9.6667 22.1898
O 10.3368 7.6669 22.1879
O 1.5978 2.4405 22.1479
O 5.9529 2.4333 21.8696
O 8.4414 4.6972 22.2108
O -0.0868 4.4655 22.0123
O 2.3272 7.3933 21.9244
O 9.121 1.8892 21.8594
Si 1.9167 7.7886 9.612
Si 5.0383 0.5798 17.6731
Si 2.4887 5.4149 14.0178
Si 10.5608 3.8615 14.0459
Si 8.2795 2.3854 15.252
Si 9.5458 2.2427 20.3269
Si 10.5098 3.6522 9.0808
Si 0.0373 2.3154 11.5693
Si 11.0278 8.1333 15.3938
Si 5.1631 6.9324 13.9874
Si 5.7558 2.6186 11.1185
Si 8.5631 7.6775 19.3767
Si 8.1218 4.8499 20.6205
Si 5.916 9.5851 15.1909
Si 2.1031 7.6388 20.33
Si 1.9284 4.8882 18.7765
Si 4.5007 3.4411 17.9971
Si 8.5063 8.9289 16.8049
Si 0.8339 9.4814 13.301
Si 9.9129 10.6539 11.7288
Si 5.3565 3.6978 20.9952
Si 0.5814 5.5213 16.2556
Si 10.7844 9.1533 9.1546
Si 6.5526 8.8898 21.2797
Si 7.1174 7.1119 11.4892
Si 2.6773 0.7356 12.2187
Si 10.8819 8.6747 21.0304
Si 6.0429 4.3283 15.6244
Si 7.0838 0.4877 12.9729
Si 4.0597 2.9847 8.5972
Si 0.878 6.743 11.8972
Si 6.5739 9.0528 9.0809
Si 0.6564 3.2994 21.1252
Si 9.7996 6.5105 12.8911
Si 7.7183 4.5403 9.7547
Si 3.9733 10.0812 20.2091
Si 4.2624 3.038 13.5267
Si 3.8576 10.0137 9.74
Si 8.0538 0.7759 18.0206
O 11.5131 3.23 12.8999
O 9.3435 4.4786 9.8837
O 8.8249 3.6172 19.8514
O 4.0401 -0.0543 18.8072
O 11.3188 4.5319 15.3152
O 9.8554 9.796 10.3311
O 3.7721 1.532 13.1368
O 0.6577 9.0572 14.8675
O 6.4727 0.9727 18.3765
O 4.7599 3.1597 19.5944
O 6.2552 1.1835 11.7416
O 0.5485 8.6406 9.8703
O 5.6515 4.3166 17.2242
O 8.4417 7.2062 12.4025
O 4.4114 2.6341 10.1549
O 2.0682 5.6402 15.5768
O 3.3779 0.0659 10.9173
O 5.8847 7.223 12.5477
O 2.3068 6.3427 19.3927
O 0.6506 4.9392 17.7773
O 8.4167 10.691 12.3765
O 5.4772 10.0799 9.6967
O 0.584 8.1904 20.1894
O 9.7675 2.6002 14.6766
O 2.0048 10.592 13.2254
O 9.9511 9.1064 16.1051
O 6.14 10.3516 13.766
O 7.4541 1.5902 14.1091
O 1.6538 3.9085 20.0318
O 5.9102 5.795 14.9161
O 7.3411 8.9518 15.686
O 1.5146 1.6722 11.6045
O 7.2009 8.2924 10.3684
O 4.3202 1.9865 17.2717
O 7.0379 3.166 10.283
O 11.5457 7.0076 16.4408
O 8.2856 10.1352 17.8431
O 3.2719 8.5372 10.1034
O 7.5898 3.8384 15.5159
O 3.1457 4.3086 17.8953
O 2.9001 3.8867 13.6963
O 1.339 8.2039 12.4431
O 1.2046 5.6791 13.068
O 4.9738 8.2999 14.8637
O 11.1728 2.3731 20.3418
O 10.981 9.9896 12.7619
O 5.2927 3.5775 12.3657
O 5.0844 3.2026 14.9194
O 6.4905 4.798 20.5571
O 8.4033 1.5652 16.6506
O 10.4134 1.2421 11.4608
O 10.8727 6.6182 11.659
O 3.2379 8.6879 19.8463
O 1.7148 6.4402 10.5211
O 7.1413 8.2085 19.9499
O 8.493 7.5857 17.7509
O 3.6751 6.4254 13.6116
O 9.5661 4.9613 13.3485
O 5.4922 9.9956 20.7821
O 10.3292 7.3663 14.1533
O 8.7702 6.1824 19.9777
O 7.0735 5.7154 10.662
O 5.2624 10.5397 16.3706
O 9.0425 1.146 19.2583
O 11.579 3.164 10.1869
O 9.7165 8.7154 19.9003

Results
free energy: -148858.053 eV
free energy less fixed offsets of As -4856.12, O -568.88, Si -635.61 eV per atom: -3.673 eV

Forces (eV/angstrom), in the order of the atoms: element, x, y, z
Si 0.0061 -0.0015 0.0027
Si 0.0081 -0.0063 0.0266
Si 0.0081 -0.0053 0.0056
Si 0.0052 -0.0024 0.0151
Si -0.0118 0.0079 0.0123
Si 0.0012 0.0052 0.0184
Si 0.0035 -0.0132 0.0169
Si -0.0086 -0.009 0.0076
Si -0.0064 -0.0207 0.0147
Si -0.002 0.0102 0.0096
Si 0.0082 0.0123 0.0145
Si -0.0088 0.0195 0.0013
As 0.0011 0.0121 -0.0135
Si 0.0047 0.0036 -0.0017
Si -0.0011 0.0036 -0.0054
Si 0.0031 -0.0048 0.0025
Si 0.0013 -0.0117 -0.0049
Si -0.0052 -0.0009 -0.0048
Si 0.0067 -0.0017 -0.0025
Si -0.0045 -0.0035 0.0054
Si 0.0037 0.0022 0.0049
Si -0.0034 0 -0.0027
Si -0.0028 0.0009 -0.0109
Si 0.0004 0.0021 -0.0049
Si -0.0064 -0.0049 0.0019
Si 0.0033 -0.006 0.0101
Si -0.001 -0.0058 0.001
Si 0.0059 0.0064 -0.0001
Si -0.0085 0.0079 -0.0018
Si 0.0061 0.008 -0.0046
Si 0.0099 -0.0067 -0.0086
Si -0.0071 0.0068 0.0007
Si 0.0026 -0.0012 0.0002
Si -0.0046 -0.0009 0.0065
Si 0.0057 0.0035 -0.0018
Si -0.0051 0.0056 0.0031
Si -0.0011 -0.0015 0.0045
Si 0.0036 -0.0062 0.0015
Si -0.0017 -0.0045 0.004
Si 0.0014 0.0025 -0.0056
Si -0.0006 -0.0015 -0.0058
Si -0.0009 0.0076 -0.0057
Si 0.0032 -0.0018 -0.0054
Si -0.0035 0.0004 0.0002
Si 0.0017 0.0016 -0.0029
Si -0.0023 -0.0014 -0.0003
Si -0.0014 0.0042 -0.0021
Si 0.0012 -0.0012 0.0044
Si -0.0004 0.003 -0.0015
Si 0.0012 -0.0005 -0.0019
Si -0.0006 0.0025 -0.001
Si 0.0007 0.0022 -0.0014
Si -0.0026 0.0016 0.0001
Si 0.0013 -0.0005 -0.001
Si 0.0016 -0.0024 0.0018
Si -0.0014 0.0008 0.0012
Si -0.0001 -0.0035 0.0025
Si -0.0011 -0.0002 -0.0037
Si 0.0026 0.002 -0.0024
Si -0.0012 0 -0.0011
Si -0.0007 0.0009 -0.0034
Si 0.0012 -0.0003 -0.0037
Si -0.0004 0.0008 -0.0013
Si 0.0001 0.0001 0.0015
Si -0.0001 -0.0022 0.0029
Si -0.0004 0.0007 0.0024
Si 0.0005 -0.0007 0.0021
Si -0.0006 -0.0007 0.0012
Si -0.0005 0.0003 0.0018
Si -0.0011 -0.0002 -0.0017
Si 0.0002 0.0028 -0.0025
Si 0.0011 0 -0.002
Si 0.0007 -0.0001 0.0023
Si 0.001 -0.0029 0.001
Si 0.0004 -0.0011 0.0017
Si -0.0003 0.0002 0.0008
Si -0.0011 0.0013 0.0001
Si -0.0003 0.0008 -0.001
Si 0.0007 0.0016 -0.0011
Si -0.0001 0.002 -0.0005
Si 0.0009 0.0007 -0.0016
Si -0.0007 -0.0019 0.0007
Si 0.0009 -0.0022 0.0017
Si -0.0009 -0.0016 0.0022
Si -0.0008 0.0003 0.0015
Si 0.0002 -0.0007 0.0022
Si 0.0017 -0.0001 0.0028
Si -0.0031 -0.0001 0.0003
Si 0.0005 -0.0019 0.0006
Si -0.0021 0.0009 0.0005
Si 0.0015 0.001 -0.0015
Si 0.0007 0.0006 -0.0011
Si -0.0006 0.0004 0.0006
Si 0.0005 -0.0013 0.0027
Si -0.0011 0.0005 0.0031
Si -0.0002 -0.0012 0.0026
Si 0.0006 0.0016 -0.0045
Si 0.0041 0 -0.0085
Si 0.001 0.001 -0.004
Si 0.0001 -0.0007 -0.0029
Si -0.0016 0.0009 -0.0035
Si -0.0003 -0.0007 -0.0061
Si 0.0023 -0.0021 -0.0045
Si 0.0018 0 -0.0006
Si 0.0032 -0.0008 -0.0048
Si -0.0007 -0.0007 -0.0065
Si -0.0005 0.0012 -0.005
Si -0.0025 0.0016 -0.0034
O 0.005 0.008 0.0032
O -0.0053 -0.0101 0.0036
O -0.0005 -0.0054 0.0084
O -0.001 -0.0067 0.011
O -0.0007 0.0068 0.009
O 0.0001 -0.0048 -0.0008
O 0.0037 0.0116 0.0044
O 0.0061 0.0057 0.0009
O -0.0048 -0.0085 0.0049
O -0.0052 0.0081 0.0023
O 0.0031 0.0079 0.0029
O -0.0065 -0.011 0.005
O -0.0018 -0.0121 -0.0077
O -0.0042 -0.0051 -0.0249
O -0.0012 0.0082 -0.0162
O 0.0044 -0.008 -0.0076
O -0.006 -0.0076 -0.005
O 0.0088 0.0097 -0.0095
O -0.0099 0.0085 -0.0085
O 0.0018 0.0091 -0.0102
O 0.0017 -0.0032 -0.017
O 0.0037 -0.019 -0.0125
O -0.0001 -0.0001 -0.0192
O 0.0006 0.0049 -0.0126
Si 0.0023 0.0039 0.0002
Si -0.0042 -0.0003 -0.002
Si -0.0006 0.0012 0.0024
Si 0.0014 0.002 -0.0014
Si -0.0024 -0.0039 -0.0003
Si -0.002 0.0064 0.0077
Si -0.0019 -0.0014 -0.0036
Si -0.0017 0.0028 0.0028
Si -0.0035 0.0001 0.0002
Si 0.0024 -0.0004 -0.0001
Si -0.0013 0.0039 0.0027
Si 0.0022 0.0004 0.0034
Si 0.0004 -0.0039 0.0012
Si 0.0015 0.0019 0.0026
Si 0.001 0.0078 0.0005
Si 0.0046 -0.001 0.0032
Si -0.002 -0.0001 0.0024
Si -0.0014 -0.0023 0.0008
Si 0.0005 0.0013 0.0017
Si 0.001 -0.0033 0.0021
Si -0.0003 -0.0011 0.015
Si 0.0006 -0.0012 0.0021
Si 0.0004 -0.0008 -0.0036
Si 0.0009 0.0027 0.0085
Si 0.0006 0.0014 0.0011
Si 0.0027 -0.0026 0.0008
Si -0.003 0.0041 0.0082
Si -0.0015 0 0
Si 0 0.0012 0.0037
Si -0.0009 -0.0031 -0.0022
Si 0.0022 -0.0001 0.0029
Si 0.0015 0.0025 -0.0024
Si -0.0068 -0.0015 0.0124
Si -0.0015 0.0012 0.0044
Si 0.0024 -0.0008 -0.0003
Si -0.0022 -0.0016 0.0122
Si 0.0031 -0.0006 0.0031
Si -0.0004 -0.0018 -0.0014
Si 0.0037 0.0004 -0.0023
O -0.0018 0.0018 0.0014
O -0.0019 0.0018 -0.0032
O 0.0023 -0.0026 0.005
O 0.0051 0.0067 -0.0046
O -0.0038 -0.0029 -0.0003
O -0.0031 0.0049 0.0035
O 0.0002 0.0023 -0.0007
O 0.0022 0.0001 0.0016
O -0.0002 -0.0005 0.0044
O -0.0072 -0.0034 -0.0109
O 0.0022 -0.0034 -0.0028
O 0.0039 -0.001 -0.0037
O 0.0031 0.0018 -0.0008
O 0.0028 -0.0001 -0.0014
O 0.0049 -0.0011 0.003
O 0.0004 -0.0012 -0.0009
O -0.0041 0.0056 0.0024
O -0.0027 -0.0005 0
O -0.0016 -0.0075 0.0009
O -0.0046 0.0015 -0.0033
O -0.003 0.0015 -0.0018
O -0.0024 0.0014 -0.0038
O 0.0029 -0.0026 0.0021
O -0.0007 0.0001 -0.0003
O -0.0014 -0.0014 -0.0003
O 0.0047 -0.0002 0.0011
O -0.0001 -0.0001 -0.0024
O 0.0002 0.0001 0.001
O 0.0047 0.0115 -0.0076
O -0.0012 0.0009 0.0012
O -0.0032 0 -0.001
O 0 -0.0008 -0.0049
O 0.0019 -0.0059 0.0024
O -0.0004 -0.0007 0.0033
O -0.0028 -0.0031 -0.0033
O -0.0004 0.0009 0.0007
O 0.0007 -0.0027 0.0041
O -0.0012 -0.0009 -0.0053
O 0.0004 -0.0005 0.0016
O -0.0002 -0.0015 0.0037
O 0.0001 -0.0001 -0.0027
O -0.001 0.0017 -0.0014
O 0.0002 -0.0003 -0.0017
O -0.0018 -0.0009 0.0008
O 0.0041 0.0014 0.0058
O 0.0028 -0.0004 0
O -0.0012 0.0005 -0.0001
O -0.0027 -0.0004 0.0002
O 0.0002 0.0014 0.0029
O 0.001 0.0064 -0.0058
O 0.0003 -0.0004 -0.0048
O -0.0013 0.0002 -0.0041
O -0.0018 -0.0041 0.0057
O -0.0023 -0.0032 -0.0013
O 0.004 -0.0039 -0.0032
O -0.0006 0.0027 -0.0065
O -0.0012 -0.0006 -0.001
O 0.0001 -0.0006 -0.0015
O -0.0065 0.0019 0.001
O 0 -0.0017 -0.0009
O -0.0009 0.0059 0.0019
O -0.001 0.0046 -0.0011
O 0.003 -0.0053 -0.0035
O -0.0073 -0.0068 -0.0034
O 0.0047 -0.0046 0.0023
O -0.0065 -0.0032 -0.0018

The program warned: the cutoff lies below the one the program advises for these potential files; the forces do not sum to zero within the program's tolerance; the exchange-correlation potential is rough where the density is thin.
